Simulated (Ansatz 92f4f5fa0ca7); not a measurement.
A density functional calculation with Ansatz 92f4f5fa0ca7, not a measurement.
Periodic cell of 220 atoms, Si132O88, from a study of silicon, its oxide and their interface. The atomic structure is a simulated model.
Doubt: the cutoff is far below the 930 eV that the study's wrapper takes by default for these files, so forces and energies are approximate.
This geometry differs little from another in the collection (a relaxation step or a small displacement).

Settings
functional: PBE
potential files: Ansatz PAW
basis: plane waves
wave-function cutoff: 580 eV
density cutoff ratio: 5
exchange-correlation grid ratio: 1
k mesh: 1 x 1 x 1, Gamma-centred
self-consistency stop: 5e-08 eV per atom in the density residual
occupations: fixed
spin: none
net charge: 0

Cell vectors (angstrom)
a 10.938 0 0
b 0 10.938 0
c 0 0 32.6868

Atoms: element, x, y, z (angstrom)
Si -0.0699 0.9292 24.8051
Si 5.607 -0.2329 25.2453
Si 2.5457 3.2525 25.2487
Si 8.1651 2.6127 25.0125
Si 0.1326 5.3043 25.0849
Si 5.1516 6.0319 25.3621
Si 2.7739 8.1499 25.3505
Si 7.8136 8.4621 25.259
Si 1.3501 1.664 26.5182
Si 6.7987 1.3783 26.4992
Si 4.1158 4.3006 26.5798
Si 9.4136 4.1746 26.378
Si 1.2371 6.8547 26.539
Si 6.7543 7.0004 26.7159
Si 4.0007 9.6729 26.6138
Si 9.505 9.5837 26.4386
Si 2.6259 0.1307 27.8832
Si 8.1956 0.0331 27.8753
Si -0.1244 2.8611 27.886
Si 5.4376 2.7777 27.8652
Si 2.6677 5.5456 27.938
Si 8.1614 5.5187 27.8861
Si -0.0803 8.2502 27.8832
Si 5.3561 8.321 28.0045
Si 4.1018 1.3673 29.2685
Si 9.5708 1.3673 29.2685
Si 1.3673 4.1018 29.2685
Si 6.8362 4.1018 29.2685
Si 4.1018 6.8362 29.2685
Si 9.5708 6.8362 29.2685
Si 1.3673 9.5708 29.2685
Si 6.8362 9.5708 29.2685
Si 0 0 30.6358
Si 5.469 0 30.6358
Si 2.7345 2.7345 30.6358
Si 8.2035 2.7345 30.6358
Si 0 5.469 30.6358
Si 5.469 5.469 30.6358
Si 2.7345 8.2035 30.6358
Si 8.2035 8.2035 30.6358
Si 1.3673 1.3673 32.003
Si 6.8362 1.3673 32.003
Si 4.1018 4.1018 32.003
Si 9.5708 4.1018 32.003
Si 1.3673 6.8362 32.003
Si 6.8362 6.8362 32.003
Si 4.1018 9.5708 32.003
Si 9.5708 9.5708 32.003
Si 2.7345 0 0.6835
Si 8.2035 0 0.6835
Si 0 2.7345 0.6835
Si 5.469 2.7345 0.6835
Si 2.7345 5.469 0.6835
Si 8.2035 5.469 0.6835
Si 0 8.2035 0.6835
Si 5.469 8.2035 0.6835
Si 4.1018 1.3673 2.0507
Si 9.5708 1.3673 2.0507
Si 1.3673 4.1018 2.0507
Si 6.8362 4.1018 2.0507
Si 4.1018 6.8362 2.0507
Si 9.5708 6.8362 2.0507
Si 1.3673 9.5708 2.0507
Si 6.8362 9.5708 2.0507
Si 0 0 3.418
Si 5.469 0 3.418
Si 2.7345 2.7345 3.418
Si 8.2035 2.7345 3.418
Si 0 5.469 3.418
Si 5.469 5.469 3.418
Si 2.7345 8.2035 3.418
Si 8.2035 8.2035 3.418
Si 1.4646 1.2438 4.6755
Si 6.9948 1.2977 4.7949
Si 4.141 4.0541 4.6743
Si 9.6263 4.0235 4.8507
Si 1.4332 6.7451 4.8581
Si 6.9276 6.8008 4.8003
Si 4.1596 9.4456 4.7241
Si 9.6029 9.4835 4.9254
Si 2.7381 -0.2011 6.0217
Si 8.3083 0.0108 6.381
Si 0.2212 2.579 6.0716
Si 5.5489 2.7126 5.9394
Si 2.8692 5.299 6.1772
Si 8.1187 5.2842 6.2366
Si 0.1064 8.0521 6.3365
Si 5.5301 8.1543 6.1295
Si 4.1919 1.2425 7.0611
Si 10.1893 1.067 7.5959
Si 2.0065 3.4349 7.4135
Si 6.2967 4.3607 7.4187
Si 4.6339 6.2909 7.3495
Si 9.289 6.0221 8.143
Si 1.3568 9.5988 7.5869
Si 6.4041 9.9577 7.4575
O 1.3461 4.2477 24.6322
O 6.71 9.5823 24.7177
O 3.1668 2.309 7.8579
O 8.3937 6.7639 9.302
O 4.0131 6.7982 8.796
O 0.272 -0.1673 8.0963
O 3.9295 7.0532 24.9377
O 10.4686 -0.5838 25.3077
O -0.5348 7.0807 7.5539
O 1.3324 3.7497 8.8789
O 10.0167 2.0631 8.9226
O 6.6255 7.6782 10.9917
O 5.268 0.2045 7.8491
O 2.1605 8.8344 8.84
O 6.7968 3.6484 8.8543
O 8.9871 6.809 11.944
O 3.458 2.6748 24.004
O 4.8676 0.3614 23.8976
O 9.4563 1.7202 24.4697
O 10.3775 5.9307 23.7061
O 8.294 7.5941 23.947
O 2.1503 8.8898 24.0089
O 5.8866 5.7735 23.9195
O 0.8076 11.9694 23.4265
Si 3.2636 7.9375 9.6872
Si 13.0077 5.0212 19.0112
Si 6.5943 3.6339 10.4789
Si 4.287 1.6336 23.0385
Si 7.1085 2.9699 17.1818
Si 12.4735 0.7176 21.9955
Si 6.7205 8.4482 18.1936
Si 14.6893 9.2769 19.0401
Si 8.7483 4.9686 15.3924
Si 7.8186 6.6354 20.5747
Si 4.007 3.5195 17.0042
Si 8.8752 7.4142 13.4619
Si 11.767 7.8021 14.5686
Si 4.4524 5.1056 14.2752
Si 7.8173 6.5473 10.8169
Si 1.1758 8.7497 22.6993
Si 7.2192 -1.0601 14.1562
Si 6.0402 -1.8763 10.3155
Si 16.4252 7.6777 15.4616
Si 6.2185 2.9281 22.3621
Si 13.1768 6.4948 12.3672
Si 12.1245 3.6381 12.1482
Si 8.1246 10.9413 16.8804
Si 5.47 -5.053 22.3517
Si 6.3055 0.9045 11.9287
Si 0.0331 3.0719 14.915
Si -0.0413 1.1612 17.2508
Si 2.9789 11.4763 17.376
Si 13.798 8.9414 16.3281
Si 9.5952 7.2249 23.0448
Si 8.1833 -7.4578 20.101
Si 10.7677 3.4376 9.4414
Si 0.2168 2.7534 19.9198
Si 11.3728 -5.499 16.5138
Si 2.9808 7.2094 21.0699
Si 15.2378 3.0327 12.0706
O 12.3682 8.9616 15.5387
O 11.8224 -6.9813 15.9983
O 9.8893 4.7239 8.9582
O 4.919 3.8031 13.3937
O 6.9165 0.3427 13.3544
O 3.4054 8.6913 20.5152
O -1.3203 0.1937 17.508
O 6.7647 9.1815 8.8581
O 7.3054 4.9995 11.057
O -3.8433 2.2051 11.2081
O 3.2558 -6.6708 18.2182
O 7.4059 -1.0451 17.8956
O 5.2793 8.7897 18.8331
O 3.1414 12.0121 21.9964
O 12.2491 10.064 21.7561
O 3.3584 12.9654 16.8865
O 11.9931 6.421 15.3875
O 9.1355 6.982 21.4915
O 5.4907 4.3267 21.8792
O 5.5827 6.2286 14.6852
O 5.5475 3.2908 17.4519
O 10.5622 -2.4058 23.115
O 7.9599 3.047 18.5566
O 14.5481 -0.0195 18.8127
O 1.2704 -6.9398 19.9951
O 12.5764 7.7728 13.1658
O 9.7406 5.5661 16.5628
O 1.1523 5.2744 12.2499
O 10.2165 7.9875 14.1749
O 18.8543 5.0788 20.1422
O -4.4371 6.8161 21.5097
O 4.4087 8.9547 10.2535
O -0.2292 1.6736 15.7012
O 7.984 8.7594 13.2601
O 13.6589 8.6114 17.9342
O -6.9154 6.5707 22.1326
O 17.3737 7.5961 16.8088
O 9.7195 3.1802 20.5526
O 1.0173 5.7326 17.9876
O 0.8258 12.4507 20.7715
O 3.8836 -3.1091 15.7374
O 5.8837 -1.8918 14.6437
O 8.1833 -0.6802 15.4077
O 3.4582 5.9032 13.2612
O 7.6452 7.5842 19.244
O 4.7781 1.4628 12.1754
O 7.2109 3.0495 23.7093
O 7.5526 -6.8204 16.095
O 10.9153 2.3707 18.3484
O 4.9857 3.7268 10.7564
O 6.3468 -0.4439 11.0221
O 13.6397 3.1267 11.8277
O 7.2066 -8.3448 21.0833
O 14.4426 10.4452 16.2092
O 12.2938 0.3673 17.458
O 8.2886 6.213 14.4335
O 7.3228 1.4247 16.6826
O 9.6046 3.8796 14.5112
O 14.7961 4.4333 15.6538
O 2.596 7.0839 10.8997
O 10.9819 3.2519 11.0478
O 11.7714 2.8498 13.5321
O 13.7395 -4.7632 19.8555
O 1.5755 7.4163 21.8547

Results
free energy: -133961.310 eV
free energy less fixed offsets of O -568.88, Si -635.61 eV per atom: 0.650 eV

Forces (eV/angstrom), in the order of the atoms: element, x, y, z
Si 0.0009 0.0031 0.0079
Si -0.0193 -0.0011 0.0181
Si -0.02 0.0003 -0.029
Si 0.0071 -0.0038 0.0197
Si -0.009 0.0298 0.0326
Si -0.0075 0.0123 -0.0162
Si -0.0122 0.0075 0.0071
Si 0.0052 -0.0107 -0.0044
Si 0.0077 -0.0153 0.0064
Si 0.0006 -0.0001 0.0017
Si 0.0171 0.0095 0.0211
Si 0.0055 0.0029 -0.0096
Si -0.0001 -0.0196 -0.0114
Si 0.0143 -0.0112 0.0032
Si 0.0143 -0.0004 -0.0117
Si 0.0122 -0.0055 -0.0029
Si -0.0134 0.0086 0.0035
Si -0.011 0.0067 0.0091
Si -0.0045 0.007 0.0094
Si -0.0033 -0.0059 0.012
Si -0.0092 0.0166 0.0054
Si -0.0052 0.0045 0.0074
Si 0.0032 0 0.0171
Si -0.0139 0.0053 0.0116
Si -0.1772 0.3372 -0.1897
Si -0.0667 0.2063 -0.0951
Si -0.3818 0.2186 0.0798
Si -0.0268 0.0127 -0.1923
Si -0.3894 0.1919 0.5508
Si -0.1675 0.061 -0.0246
Si -0.2491 0.2141 -0.3034
Si 0.1321 0.4001 0.2761
Si 0.0461 -0.0457 -0.0125
Si 0.1601 0.0213 0.0123
Si 0.0691 -0.0885 -0.0425
Si 0.0336 -0.0853 -0.0048
Si 0.1609 -0.0095 0.0331
Si 0.0036 -0.0354 -0.0273
Si 0.1296 -0.093 0.0356
Si -0.0087 -0.0715 -0.0173
Si -0.0149 0.0521 -0.0111
Si -0.0811 0.106 -0.0077
Si -0.0915 0.0445 -0.0089
Si -0.0431 0.0344 -0.0335
Si -0.1186 0.0919 0.0002
Si -0.0299 0.0623 -0.0053
Si -0.076 0.0244 -0.0348
Si -0.0558 0.0297 -0.0175
Si 0.1002 -0.0559 0.0467
Si 0.0292 -0.0407 0.0032
Si 0.0643 -0.0538 0.0029
Si 0.0851 -0.1079 0.0173
Si 0.1035 -0.0076 0.0126
Si 0.0269 -0.0824 0.0363
Si 0.1201 -0.0574 -0.0061
Si -0.0129 -0.0287 0.013
Si -0.0587 0.1822 -0.0247
Si -0.0831 0.056 -0.0197
Si -0.1111 -0.092 -0.0044
Si -0.0367 0.1273 0.0442
Si -0.0652 0.0253 -0.0404
Si 0.0161 0.1684 0.0327
Si -0.2422 -0.1161 0.0176
Si -0.0175 0.0593 -0.0121
Si -0.3505 -0.7162 0.0049
Si 0.4263 -0.1436 0.2597
Si 0.1153 -0.3119 -0.7887
Si 0.5595 -0.1015 -0.0808
Si 0.0335 -0.1777 0.5172
Si 0.365 0.2889 -0.2255
Si -0.2374 -0.6148 -0.1943
Si 0.3698 0.0521 0.2224
Si -0.0006 0.0013 -0.0147
Si 0.006 -0.0019 -0.0097
Si 0.0025 0.003 -0.0107
Si 0.0023 -0.0079 -0.0058
Si 0.008 -0.0011 -0.0085
Si 0.0003 -0.009 -0.0048
Si -0.0034 -0.0063 -0.0126
Si -0.0112 0.0107 -0.0058
Si -0.0045 -0.007 0.0061
Si 0.0093 -0.0084 -0.0024
Si -0.0019 -0.0008 0
Si -0.0139 -0.0046 0.0059
Si 0.0017 0.0005 0.0026
Si -0.0011 0.014 0.0041
Si 0.0018 -0.0116 0.0083
Si 0.0001 -0.0041 0.0008
Si 0.0003 0.0084 0.0036
Si -0.0135 0.0207 -0.0041
Si -0.0043 0.0027 0.0242
Si -0.004 -0.004 0.0052
Si 0.0002 0.0016 -0.008
Si 0.0005 0.0003 -0.0028
Si 0.019 -0.0002 0.0005
Si 0.0044 0 0.0181
O 0.0204 -0.0194 0.007
O 0.0024 0.0019 0.0017
O -0.0029 0.0064 -0.0096
O 0.0043 0.0001 0.0004
O -0.0004 -0.0013 0.0075
O -0.0139 0.0032 0.0076
O 0.0223 -0.0172 0.0056
O -0.0079 0.0012 0.0032
O 0.0014 0.0059 0.0003
O 0.0024 0.0034 -0.0034
O -0.0002 -0.0043 0.003
O 0.0018 -0.0002 0.0005
O 0.0072 -0.0098 -0.0018
O 0.0013 -0.0016 -0.0052
O -0.0015 0.004 -0.0051
O 0.0017 0.0005 0.0003
O 0.0052 -0.0121 -0.0056
O -0.0036 0.0074 -0.0036
O 0.0084 -0.0033 -0.0016
O -0.0027 -0.0001 -0.0046
O -0.0042 0.001 0.0038
O 0.0013 0.0011 0.0047
O 0.0006 -0.0018 0.0059
O -0.0011 0.0005 0.0058
Si 0.0008 0.0012 0.0053
Si 0.0006 0.0019 -0.0004
Si 0 -0.0005 0.0019
Si 0.0073 0.0016 0
Si 0.0002 0.0008 0.0014
Si -0.0038 -0.0025 -0.0052
Si 0.0001 0.001 0
Si 0.0008 0.0011 -0.0005
Si 0.0007 0.0006 0.0033
Si 0.0002 0.0025 -0.0039
Si 0.0018 -0.0001 0.0022
Si 0.0002 0.0002 0.0031
Si 0.0014 -0.0002 0.0045
Si 0.0011 0.0004 0.0034
Si 0.0003 0.0007 0.0006
Si -0.0014 -0.0016 -0.0013
Si 0.0008 -0.0003 0.0033
Si -0.0002 -0.0012 -0.0018
Si 0.0009 0.0002 0.0029
Si 0.0034 -0.0079 -0.0049
Si -0.0011 -0.001 0.0013
Si 0.0005 0.001 0.0027
Si 0.0005 0.0013 0.0025
Si -0.0016 0.0079 -0.0048
Si 0.001 0.0013 0.0025
Si 0.0006 0.0006 0.0031
Si 0.0013 0.0001 0.002
Si -0.0003 0.0012 0.0026
Si 0.0007 0.0012 0.0032
Si 0.0104 -0.0017 0.0006
Si 0.0012 0.0009 -0.0034
Si 0.0046 -0.0009 -0.0028
Si 0.0011 -0.0004 -0.0016
Si 0.0023 -0.0003 0.0017
Si -0.0009 0.0008 -0.0022
Si -0.0006 -0.0001 0.0017
O -0.0005 -0.0004 -0.0011
O 0.0007 0.0034 0.0011
O -0.0019 0.0049 0.0014
O 0.0011 0.001 0.0007
O 0.001 0.0006 0.0002
O 0.0006 0.0013 0.004
O 0.0009 0.0009 0.0011
O 0.0017 0.0022 -0.0051
O -0.0003 -0.0004 -0.0004
O 0.0006 0.0012 0.0006
O 0.0017 0.0001 0.0017
O 0.001 0.0007 0.0014
O 0.0006 0.0014 0.0027
O -0.0008 0.0019 0.0089
O 0.001 0.0024 0.0043
O 0.0006 0.0014 0.0009
O 0.0006 0.0018 0.0014
O -0.0007 0.0012 0.004
O 0.0039 -0.0027 0.0046
O 0.0003 0.0002 0.0007
O 0 0.0011 0.0014
O 0.0007 0.0005 0.0024
O 0.0006 0.0001 0.0017
O 0.0004 0.0009 0.0025
O 0.001 0.0001 0.0036
O 0.0006 0.0011 0.0012
O 0.001 0.0011 0.0002
O 0.0016 0.0024 0.0012
O 0.0019 0.0004 0
O 0.0005 -0.0004 0.0038
O 0.0009 -0.0005 0.0052
O -0.0025 -0.0013 0.0002
O 0.0008 0.0014 0
O 0.0009 0.0008 -0.0004
O 0.0004 0.0002 0.0013
O 0.001 0.0001 0.0041
O 0.0004 0.0009 0.0009
O 0.0005 0.0003 0.0045
O -0.0004 0.0008 -0.0003
O 0 0.0016 0.0031
O 0.0008 0.0005 0.0002
O 0.0008 0.0009 0.0002
O 0.0009 0.001 -0.0003
O 0.0016 0.0004 0.0005
O 0.0011 0.0005 0.0042
O 0.0006 0.0006 0.0007
O -0.0072 0.0073 -0.0112
O 0.001 0.0013 0.0008
O 0.0004 0.0013 0.0031
O 0.0021 0.0019 0.0011
O 0.0001 0.0006 -0.0011
O 0.0025 0.0006 0.0008
O -0.005 0.0059 0.0139
O 0.0013 0.0007 0
O 0.0011 0.0014 0.0013
O 0.0006 0.0005 0.0007
O 0.0008 0.0005 0.0009
O 0.0007 0.0011 0.0006
O 0.0008 0.001 -0.0001
O 0.0013 0.0022 -0.0013
O 0.0009 -0.0002 0.0019
O 0 0.0004 0.0014
O 0.0006 -0.0005 0.003
O 0.0008 0.0009 0.0037

The program warned: the cutoff lies below the one the program advises for these potential files; the forces do not sum to zero within the program's tolerance; the exchange-correlation potential is rough where the density is thin.
